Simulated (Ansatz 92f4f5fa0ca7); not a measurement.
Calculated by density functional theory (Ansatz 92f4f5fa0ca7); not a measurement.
Periodic cell of 130 atoms, Si86O44, from a study of silicon, its oxide and their interface. The atomic structure is a simulated model.

Settings: functional r2SCAN; potential files Ansatz norm-conserving; basis plane waves; wave-function cutoff 1300 eV; density cutoff ratio 4; exchange-correlation grid ratio 1; k mesh 2 x 2 x 1, shifted by 0.5 0.5 0.5 of a step; self-consistency stop 5e-08 eV per atom in the density residual; occupations Fermi-Dirac, 0.05 eV; spin none; net charge 0.

Cell vectors (angstrom)
a  10.9176  -0.0709  0.0493
b  -0.0709  10.9694  0.0243
c  0.0877  0.0432  19.4397

Atoms: element, x, y, z (angstrom)
Si  -0.5471  -0.0216  0.3601
Si  2.4301  3.1153  -0.1532
Si  0.4666  4.7862  0.2516
Si  2.6183  7.8696  0.5429
Si  5.5394  -0.4379  0.2251
Si  8.3314  2.1711  0.2376
Si  4.8228  5.6629  -0.1941
Si  7.6097  8.1884  0.2093
Si  1.0853  1.0006  1.7663
Si  4.0036  4.0728  1.3994
Si  1.159  6.4686  1.7173
Si  3.9477  9.4541  1.6044
Si  6.7093  1.0809  1.6596
Si  9.5193  3.8177  1.5261
Si  6.5775  6.6572  1.497
Si  9.2158  9.2878  1.6671
Si  -0.0291  2.6382  2.9731
Si  2.7754  -0.1718  3.0364
Si  -0.1266  8.088  2.8016
Si  2.7398  5.276  3.0646
Si  5.3883  2.7447  2.7546
Si  8.1609  -0.2131  3.0411
Si  5.2717  8.0876  2.9179
Si  8.1727  5.4277  2.8623
Si  1.3857  4.0317  4.2977
Si  4.1301  1.4214  4.2376
Si  1.2808  9.4899  4.3423
Si  4.0388  6.6959  4.3786
Si  6.7445  4.1575  4.1747
Si  9.3764  1.2507  4.3438
Si  6.7039  9.4256  4.433
Si  9.5475  6.6872  4.3186
Si  0.0401  0.058  5.738
Si  2.8367  2.8042  5.7452
Si  0.0156  5.3795  5.6515
Si  2.7528  8.1597  5.697
Si  5.4554  0.0803  5.6284
Si  8.1465  2.8226  5.6717
Si  5.5227  5.5254  5.8308
Si  8.2006  8.0202  5.6087
Si  1.4242  1.4897  7.1016
Si  4.0952  4.203  7.1485
Si  1.2806  6.8421  6.9066
Si  4.0795  9.5737  6.9191
Si  6.8242  1.5028  7.1007
Si  9.5833  4.0725  7.0349
Si  6.9025  6.8313  7.1077
Si  9.3825  9.5895  6.9793
Si  0.0629  3.0467  8.4613
Si  3.1077  0.2234  8.2323
Si  -0.0793  8.2193  8.1002
Si  2.9665  5.7392  8.2954
Si  5.8005  3.1077  8.5461
Si  8.4186  0.1367  8.3369
Si  5.5317  8.3921  8.2968
Si  8.3917  5.5095  8.5827
Si  1.6381  4.4016  9.7268
Si  4.382  1.7188  9.6185
Si  1.889  10.0243  9.9884
Si  4.3676  6.93  9.7024
Si  6.9874  4.4123  10.2035
Si  9.7906  1.6518  9.9108
Si  6.8104  9.8809  9.5922
Si  9.7867  6.9178  9.7828
Si  0.7157  0.6436  11.1388
Si  2.8795  2.8532  11.0943
Si  0.8057  6.1858  11.0821
Si  3.1905  8.3863  11.1577
Si  5.7676  0.3944  10.9985
Si  7.954  2.6454  11.4057
Si  5.9724  6.1568  11.3495
Si  8.1862  8.362  10.785
Si  -0.2761  0.3656  13.9497
Si  7.8612  3.618  16.9421
Si  11.3992  5.0428  14.1374
Si  3.4539  0.8346  17.745
Si  4.1494  -1.4889  12.9922
Si  5.2801  5.0915  16.0766
Si  6.0901  7.354  14.1333
Si  9.5532  6.2279  17.7547
Si  3.3009  3.5569  13.9889
Si  1.1665  9.5677  17.8045
Si  11.1262  7.6477  15.4555
Si  9.1599  3.0673  14.2395
Si  13.5542  11.5482  14.8257
Si  8.9529  8.9283  13.7459
O  -1.4315  1.2104  -0.3707
O  -0.2205  -0.8466  -1.0264
O  4.8873  0.3238  -1.013
O  1.8791  1.794  0.5586
O  -0.0898  5.5677  -1.0791
O  1.6254  8.2865  -0.7304
O  3.9275  7.0542  -0.0734
O  3.1065  2.4123  -1.5251
O  10.3071  -2.8293  -5.4043
O  11.9138  6.3294  -4.5465
O  8.4528  4.9717  -2.1735
O  4.6382  5.2734  -1.7582
O  7.4966  8.0431  -5.0889
O  12.4725  14.8593  -5.0715
O  8.6047  7.1293  -0.6436
O  0.0916  -0.1691  12.4581
O  1.0727  0.5496  14.9092
O  1.7461  1.8376  11.7701
O  3.697  3.5145  12.3496
O  0.3459  5.4862  12.4674
O  2.0364  7.1182  11.6652
O  0.6485  9.222  9.3041
O  4.9847  -0.1462  12.3854
O  6.7967  1.4479  11.6906
O  8.1826  3.3391  12.94
O  10.221  1.9455  13.8221
O  5.9082  6.1345  13.0225
O  4.2092  4.4426  14.9626
O  6.9804  7.4155  11.3309
O  2.2744  -0.2464  18.1758
O  -7.8883  -0.6132  13.8863
O  7.6724  2.7912  18.285
O  9.1635  10.4953  14.408
O  5.7246  -4.4054  15.4929
O  3.3918  1.9699  14.2525
O  3.518  0.5388  16.1516
O  5.1756  -2.3456  13.8724
O  6.4553  4.0154  16.2656
O  9.9715  4.4845  14.5222
O  8.8839  9.0226  12.0653
O  9.9385  7.1491  16.3675
O  11.8366  8.8322  16.363
O  -4.2763  9.4948  18.9451
O  8.4761  2.8183  15.6732

Results
free energy: -30555.531 eV
free energy less fixed offsets of O -463.61, Si -117.95 eV per atom: -12.991 eV
pressure: -2.69 GPa
stress xx, yy, zz, yz, xz, xy (GPa, positive in tension): 2.46, 2.16, 3.46, 2.73, 2.75, -1.36

Forces (eV/angstrom), in the order of the atoms: element, x, y, z
Si  -0.5177  0.0388  -0.8488
Si  0.1845  0.4986  0.6737
Si  -0.2653  -0.2426  -0.2605
Si  -0.2551  -0.5938  -1.3617
Si  1.6196  -1.1955  0.005
Si  -0.578  0.2022  -0.4395
Si  -0.1731  1.2132  1.5548
Si  0.569  0.8378  0.2097
Si  0.6318  -0.0596  -0.456
Si  -0.5929  0.0983  -0.7562
Si  1.442  0.2709  0.1917
Si  -0.6646  0.1585  0.334
Si  0.6719  0.1784  -0.7443
Si  0.2462  0.2126  0.0155
Si  -0.5375  -0.3339  -0.3617
Si  -0.5429  0.1455  -0.5268
Si  -0.8172  -0.2484  0.599
Si  -0.51  0.8298  -0.3103
Si  0.1999  0.272  1.0407
Si  0.2076  0.971  -1.304
Si  0.5682  -0.2418  0.2117
Si  -0.8902  -0.2022  0.1977
Si  0.6005  -0.3537  0.7751
Si  -0.0139  -0.2918  -0.9143
Si  -0.5009  -1.2095  0.9771
Si  -0.6554  -0.0361  0.1942
Si  -0.1567  -0.1186  0.1408
Si  0.5877  0.6295  0.172
Si  0.1066  -0.3192  0.9826
Si  1.5102  0.5735  0.8677
Si  -0.1535  0.2205  -0.7315
Si  0.3223  -0.1016  -0.4154
Si  -0.3244  -0.0334  -0.9844
Si  -0.6086  -0.4364  -0.4713
Si  0.0265  0.5698  -0.9687
Si  -1.0795  -0.0967  -1.0754
Si  0.7401  -0.449  0.2209
Si  -0.4889  -0.6613  -0.7772
Si  -0.534  -0.8668  -1.5219
Si  -0.5412  1.0628  0.5391
Si  -0.0382  -0.1711  0.1561
Si  1.9736  -0.5604  -0.6279
Si  1.5315  0.0611  0.4725
Si  0.1501  0.7934  0.3137
Si  0.8378  -0.0121  -0.1733
Si  -0.7513  0.1868  0.7231
Si  0.6032  0.2986  0.9214
Si  1.0424  -0.6263  -0.4649
Si  1.2591  -0.0887  -0.3487
Si  -0.7276  0.06  1.0508
Si  -0.2021  1.4534  2.0284
Si  -1.8302  -0.1106  0.72
Si  -0.8992  0.3479  -0.4449
Si  -0.6799  1.2316  0.6574
Si  0.6179  -0.3462  0.0597
Si  -0.5635  -0.2704  -0.2825
Si  0.0194  0.1995  0.2108
Si  -0.7228  -1.0678  0.7349
Si  0.4131  0.4097  -0.4363
Si  0.2345  1.0243  0.8786
Si  0.4178  -0.9345  -1.0854
Si  -0.8704  -1.3331  1.0192
Si  0.8166  -0.535  0.3376
Si  0.2423  0.2983  0.3298
Si  0.0966  0.4304  1.0101
Si  -0.5086  -0.2039  -0.3147
Si  -0.0634  -0.6022  0.4827
Si  -2.2541  -1.6425  0.0112
Si  -1.1193  0.0367  1.1902
Si  -0.4322  -0.4078  1.0227
Si  -0.0109  0.1054  0.5219
Si  -0.2128  -0.1299  -0.8374
Si  -0.003  3.0823  -0.3365
Si  -0.7099  0.1734  -1.5051
Si  2.8469  -0.1034  -2.3263
Si  1.2094  -1.4709  -0.9237
Si  0.0899  2.9593  0.0692
Si  -1.0249  -0.5259  0.5421
Si  0.7586  -0.0359  0.7366
Si  -0.2655  0.2558  -1.3009
Si  -1.8317  -0.2602  -0.6875
Si  -0.4087  -1.2341  0.5681
Si  -0.1731  0.6623  -1.1151
Si  0.381  0.9196  -0.2989
Si  -0.2076  -1.171  1.2763
Si  -2.0474  0.4006  -0.676
O  0.0462  -0.1707  1.1184
O  0.5352  -0.4755  -0.5872
O  -3.042  1.496  -1.6527
O  -0.0834  -0.501  0.0712
O  -1.4997  1.1206  -1.3615
O  0.4166  -0.1755  0.3968
O  -0.2604  -0.5254  -0.0399
O  -0.3776  -0.1603  0.8293
O  1.5629  -0.5956  1.7717
O  -0.8872  0.8084  0.8206
O  1.7613  1.7108  0.7187
O  0.6606  -0.4202  -1.7012
O  0.818  0.3483  -1.2055
O  0.2769  0.467  -0.7517
O  0.3347  0.3311  -1.0897
O  0.6522  0.8343  0.0392
O  -0.8672  -0.1971  -0.4056
O  -0.4866  -0.5591  -0.8379
O  -0.2499  1.2436  1.0585
O  -0.5247  -0.5921  1.3221
O  0.5976  1.7122  -1.0759
O  -0.5203  -1.085  -1.4326
O  -0.0655  -1.4295  -1.067
O  1.7969  1.1837  -0.4031
O  0.4163  -0.9814  -0.4984
O  -0.0022  -2.0284  0.3053
O  -0.6466  0.2769  -0.3283
O  1.0092  0.5316  1.1162
O  0.2426  0.1437  -0.3634
O  1.5865  1.6777  -0.3999
O  1.141  -1.7698  -1.479
O  0.5206  -0.7263  1.2193
O  0.6022  -1.6958  -0.4124
O  0.5839  0.2805  -0.3097
O  -0.1848  1.3345  -0.6506
O  -0.1004  -0.2334  1.2038
O  0.0339  -0.8768  0.2622
O  -1.1772  0.5392  -0.1351
O  -0.327  -0.4504  0.4017
O  -0.062  0.4266  2.8226
O  -1.4987  -2.1794  3.2449
O  0.3962  0.0809  -0.4348
O  0.602  -0.4798  1.0813
O  0.4511  -0.6784  0.2747

The program warned: the forces do not sum to zero within the program's tolerance.
